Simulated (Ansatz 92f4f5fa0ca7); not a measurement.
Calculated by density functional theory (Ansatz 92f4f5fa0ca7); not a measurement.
Periodic cell of 222 atoms, Si131O89As2, from a study of silicon, its oxide and their interface. The atomic structure is a simulated model.
Doubt: the cutoff is far below the 930 eV that the study's wrapper takes by default for these files, so forces and energies are approximate.

Settings: functional PBE; potential files Ansatz PAW; basis plane waves; wave-function cutoff 580 eV; density cutoff ratio 5; exchange-correlation grid ratio 1; k mesh 1 x 1 x 1, Gamma-centred; self-consistency stop 5e-08 eV per atom in the density residual; occupations fixed; spin none; net charge 0.

Cell vectors (angstrom)
a, 10.938, 0, 0
b, 0, 10.938, 0
c, 0, 0, 32.1988

Atoms: element, x, y, z (angstrom)
Si, 10.5845, 0.238, 24.9129
Si, 5.7238, 10.6938, 24.7188
Si, 2.4696, 2.9464, 24.6996
Si, 8.4505, 2.4703, 24.8466
Si, 0.2689, 5.185, 24.788
Si, 5.1675, 5.7716, 24.7232
Si, 2.9433, 8.0178, 24.6106
Si, 7.9366, 8.4634, 24.7408
Si, 1.3254, 1.3993, 26.0739
Si, 6.8349, 1.3247, 26.1
Si, 4.05, 4.1292, 26.0139
Si, 9.6088, 4.0698, 26.1102
Si, 1.3953, 6.8491, 26.0113
Si, 6.7762, 6.878, 26.0451
Si, 4.105, 9.5544, 25.9993
Si, 9.449, 9.5881, 26.1748
Si, 2.7316, 0.0012, 27.3621
Si, 8.1396, 0.0021, 27.5592
Si, 0.008, 2.7349, 27.5097
Si, 5.4429, 2.7551, 27.3705
Si, 2.7276, 5.4893, 27.4386
Si, 8.1845, 5.4848, 27.3722
Si, -0.0112, 8.1982, 27.3874
Si, 5.4393, 8.2218, 27.4526
Si, 4.0843, 1.3767, 28.7441
Si, 9.5701, 1.3659, 28.8566
Si, 1.3719, 4.1312, 28.827
Si, 6.8261, 4.1097, 28.7442
Si, 4.0981, 6.8355, 28.8102
Si, 9.5595, 6.8315, 28.7565
Si, 1.3713, 9.5694, 28.7432
Si, 6.7753, 9.5583, 28.8713
Si, 0.0131, -0.0161, 30.1557
Si, 5.435, 0.0253, 30.1651
Si, 2.7369, 2.7374, 30.1484
Si, 8.1871, 2.7515, 30.1524
Si, -0.0144, 5.482, 30.1553
Si, 5.4729, 5.4653, 30.1479
Si, 2.7233, 8.2094, 30.1454
Si, 8.2043, 8.1954, 30.1543
Si, 1.3673, 1.3673, 31.515
Si, 6.8362, 1.3673, 31.515
Si, 4.1018, 4.1018, 31.515
Si, 9.5708, 4.1018, 31.515
Si, 1.3673, 6.8362, 31.515
Si, 6.8362, 6.8362, 31.515
Si, 4.1018, 9.5708, 31.515
Si, 9.5708, 9.5708, 31.515
Si, 2.7345, 0, 0.6835
Si, 8.2035, 0, 0.6835
Si, 0, 2.7345, 0.6835
Si, 5.469, 2.7345, 0.6835
Si, 2.7345, 5.469, 0.6835
Si, 8.2035, 5.469, 0.6835
Si, 0, 8.2035, 0.6835
Si, 5.469, 8.2035, 0.6835
Si, 4.1219, 1.3611, 2.0557
Si, 9.5631, 1.3567, 2.05
Si, 1.3693, 4.1231, 2.0314
Si, 6.8457, 4.0881, 2.0598
Si, 4.1036, 6.8279, 2.0507
Si, 9.5782, 6.8374, 2.051
Si, 1.3793, 9.5498, 2.0522
Si, 6.8278, 9.5941, 2.0449
Si, -0.0148, -0.0422, 3.3804
Si, 5.4921, 0.012, 3.4718
Si, 2.7762, 2.7912, 3.3492
Si, 8.1834, 2.6886, 3.4496
Si, 0.0223, 5.4792, 3.4273
Si, 5.4762, 5.4614, 3.4053
Si, 2.7712, 8.205, 3.4473
Si, 8.2035, 8.2304, 3.367
Si, 1.3933, 1.3872, 4.6265
Si, 6.8425, 1.3469, 4.897
Si, 4.1504, 4.0793, 4.7976
Si, 9.5754, 4.0828, 4.7507
Si, 1.4116, 6.8278, 4.8093
Si, 6.8276, 6.8858, 4.7224
Si, 4.1354, 9.5741, 4.835
Si, 9.5561, 9.5448, 4.7847
Si, 2.7389, 0.0981, 6.053
Si, 8.2077, -0.0636, 6.2483
Si, 0.0324, 2.6766, 6.0324
Si, 5.4699, 2.7211, 6.2781
Si, 2.8103, 5.4735, 6.1673
Si, 8.1784, 5.4811, 6.0329
Si, 0.0131, 8.1808, 6.1458
Si, 5.5302, 8.2217, 6.2193
Si, 3.8244, 1.5671, 7.5816
Si, 9.8441, 1.1353, 7.4251
Si, 1.6283, 3.8021, 7.3103
Si, 6.645, 4.4158, 7.4527
Si, 4.4047, 6.6304, 7.5198
Si, 9.3719, 6.9442, 7.4031
Si, 1.1375, 9.9068, 7.2926
Si, 7.165, 9.2242, 7.6502
O, 8.3187, 8.0883, 7.9058
O, 2.7138, 2.735, 7.9478
O, 9.5411, 1.3566, 24.2645
O, 4.0537, 6.8672, 24.1461
O, 0.0272, 0.0218, 7.9445
O, 5.5238, 5.509, 8.0109
O, 6.8441, 9.5853, 24.1871
O, 1.3615, 4.0779, 24.1964
O, 3.8636, 7.3856, 8.9058
O, 0.8094, 4.372, 8.6032
O, 9.815, 6.174, 8.8019
O, 2.0927, 9.3744, 8.5141
O, 7.5043, 3.9329, 8.7769
O, 4.2496, 0.8897, 9.0387
O, 6.72, 9.5493, 9.2007
O, 9.2142, 1.8672, 8.7613
O, 7.7644, 3.1935, 23.5448
O, 10.4997, 5.8581, 23.4712
O, 5.0683, 0.4183, 23.361
O, 5.9147, 5.1398, 23.4012
O, 3.1102, 2.232, 23.3517
O, 2.33, 8.7164, 23.2258
O, 8.6406, 7.7827, 23.4131
O, 0.2614, 10.266, 23.714
Si, 4.3825, 1.6291, 22.5115
Si, 3.5125, 7.9332, 14.0929
Si, 7.1583, 0.9052, 14.6253
Si, 0.9579, 9.3606, 22.5773
Si, 1.186, 4.2907, 11.878
Si, 6.2901, 8.9263, 15.4177
Si, 0.6844, 1.343, 12.2399
Si, 8.6387, 4.9714, 20.5383
Si, 0.3208, 5.7026, 9.3745
Si, 5.0397, 2.9298, 17.7823
Si, 0.8394, 3.6535, 16.6826
Si, 10.3769, 2.8291, 19.2186
Si, 5.2853, 1.1822, 10.2892
Si, 0.9434, 0.2081, 19.9192
Si, 6.6598, 9.4668, 10.8398
Si, 9.4927, 9.8728, 18.1953
Si, 9.4244, 9.2254, 12.5231
Si, 6.6069, 3.8813, 22.6377
Si, 2.4492, 8.0572, 9.379
Si, 10.4648, 7.3635, 17.0094
Si, 2.4029, 6.2515, 16.5706
Si, 10.1465, 4.4257, 14.1629
As, 6.379, 9.32, 18.7742
Si, 7.9529, 2.5603, 9.5238
Si, 8.8752, 2.0924, 12.384
As, 5.167, 6.1048, 18.4879
Si, 3.8874, 0.6505, 19.4942
Si, 4.29, 3.8687, 11.963
Si, 5.5593, 6.6222, 12.1412
Si, 7.9643, 2.4609, 17.1971
Si, 4.3929, 2.4255, 14.8116
Si, 1.5771, 1.1655, 15.1532
Si, 1.6083, 9.3821, 12.0399
Si, 8.0558, 6.8307, 13.8827
Si, 10.4802, 9.8346, 15.3712
Si, 9.8252, 7.0315, 22.5776
Si, 8.0004, 5.5, 17.4648
O, 6.0446, 7.9838, 11.2954
O, 6.1002, 9.1968, 17.0131
O, 7.7372, 1.242, 13.1455
O, 0.8252, 1.7116, 13.8218
O, 9.3253, 6.2203, 16.8641
O, 6.7899, 6.188, 13.1066
O, 5.0347, 4.3275, 18.6175
O, 9.1796, 2.1551, 18.278
O, 2.3918, 0.0486, 19.1668
O, 9.6238, 10.4047, 16.6462
O, 2.7889, 4.4698, 11.681
O, 5.1317, 10.5794, 19.1548
O, 9.3868, 3.218, 13.411
O, 0.42, 1.7693, 20.0012
O, 3.1685, 1.3354, 14.8688
O, 8.1461, 5.4279, 19.0748
O, 3.7489, 6.4873, 17.4523
O, 4.5702, 3.2045, 16.2382
O, 9.0709, 5.6342, 14.2934
O, 5.4703, 2.8019, 22.2347
O, 10.5635, 4.0083, 15.6711
O, 0.3442, 3.7789, 18.2325
O, 10.6644, 10.4602, 19.1223
O, 9.708, 10.0626, 13.9397
O, 10.9272, 8.1351, 22.1057
O, 1.234, 2.0884, 16.4474
O, 9.741, 3.7749, 20.391
O, 7.9822, 4.0307, 16.7689
O, -0.0013, 9.0387, 11.8751
O, 6.5033, 2.1932, 17.8814
O, 5.6164, 10.7433, 11.1714
O, 7.9878, 10.2192, 18.7714
O, 10.0462, 1.0187, 11.9356
O, 1.3184, 6.9417, 9.0962
O, 0.6223, 4.6985, 13.3632
O, 5.2305, 5.1381, 11.4641
O, 2.6785, 6.9996, 15.1448
O, 0.9725, 2.7247, 11.4372
O, 1.0123, 10.5859, 15.4018
O, 2.4619, 8.5639, 10.9164
O, 4.7131, 2.4709, 11.1673
O, 4.3072, 3.5033, 13.577
O, 2.0974, 4.6507, 16.3851
O, 10.6231, 8.2231, 15.6141
O, 6.985, 10.235, 14.7432
O, 2.3876, 8.9451, 13.4234
O, 8.0629, 1.5665, 15.8264
O, 4.1828, 7.0043, 12.9315
O, 3.9883, 1.9607, 18.5424
O, 7.31, 4.431, 21.2939
O, 8.3465, 2.8811, 11.0651
O, 1.0425, 6.8296, 17.3156
O, 5.6774, 1.5022, 14.6204
O, 8.1698, 9.7243, 11.5289
O, 9.2258, 6.3054, 21.2579
O, 8.9586, 7.7273, 12.8957
O, 1.6653, 0.0886, 11.8615
O, 6.5204, 6.1956, 17.2341
O, 7.3759, 7.7256, 15.0881
O, 1.1893, 10.3819, 21.3399
O, 9.8366, 8.2745, 18.2056
O, 3.8916, 1.0513, 21.0817
O, 0.3118, 5.3066, 10.9415
O, 6.6829, 1.555, 9.5318
O, 4.7779, 8.6996, 14.8104

Results
free energy: -143602.612 eV
free energy less fixed offsets of As -4856.12, O -568.88, Si -635.61 eV per atom: 4.858 eV

Forces (eV/angstrom), in the order of the atoms: element, x, y, z
Si, 0.0516, -0.0519, 0.0136
Si, 0.0143, 0.023, -0.0409
Si, 0.0131, -0.0142, -0.0631
Si, 0.0063, 0.0164, -0.1093
Si, 0.0237, -0.0003, -0.096
Si, 0.0003, -0.0276, 0.0063
Si, -0.0192, -0.0288, 0.0249
Si, 0.0648, -0.0342, 0.0189
Si, 0.0136, 0.0113, -0.0075
Si, 0.0066, -0.0157, 0.0419
Si, -0.0032, 0.012, 0.004
Si, -0.005, 0.0222, 0.0253
Si, 0.0062, 0.0267, 0.0257
Si, 0.0112, 0.0096, 0.0033
Si, -0.0209, -0.0012, 0.0148
Si, -0.0138, 0.0055, 0.0214
Si, -0.0114, -0.0036, -0.0677
Si, -0.0407, -0.0309, 0.1089
Si, 0.0244, 0.0101, 0.1157
Si, 0.0002, -0.0087, -0.0551
Si, 0.0036, 0.0222, 0.04
Si, -0.001, -0.0169, -0.061
Si, -0.0008, -0.0102, -0.0595
Si, -0.016, -0.0156, 0.0517
Si, 0.0257, -0.0108, 0.0679
Si, -0.0448, 0.0169, -0.1252
Si, -0.0317, -0.0621, -0.0865
Si, 0.0162, -0.0158, 0.082
Si, -0.0276, 0.0145, -0.0572
Si, 0.0125, 0.0243, 0.0553
Si, -0.0218, -0.0028, 0.0816
Si, 0.0922, 0.0542, -0.1493
Si, 0.0373, -0.0221, 0.008
Si, -0.0405, 0.043, 0.0356
Si, -0.0022, 0.0011, 0.0065
Si, -0.012, 0.0126, 0.0221
Si, -0.0071, 0.0233, 0.0211
Si, 0.0098, -0.0118, 0.0003
Si, 0.0058, 0.016, 0.0082
Si, 0.0143, -0.0167, 0.0169
Si, 0.0659, -0.0265, 0.0175
Si, -0.0584, 0.1319, 0.0108
Si, 0.0722, -0.0598, 0.0261
Si, -0.0981, 0.0762, 0.0277
Si, -0.0786, 0.1063, -0.0182
Si, 0.0579, -0.0853, 0.0619
Si, -0.2089, 0.0379, 0.0515
Si, 0.0399, -0.0801, 0.0463
Si, 0.0424, -0.0523, 0.15
Si, -0.0472, 0.0686, -0.1444
Si, -0.0598, -0.0188, 0.0533
Si, 0.1146, -0.0415, 0.0325
Si, -0.0195, 0.1617, -0.1816
Si, 0.0733, -0.0932, 0.1287
Si, 0.0983, -0.1092, -0.0072
Si, -0.0144, 0.0364, 0.0387
Si, 0.0305, -0.0185, -0.0401
Si, 0.006, -0.0026, 0.0128
Si, -0.0512, 0.0115, -0.0182
Si, 0.0122, -0.0403, -0.0182
Si, 0.0094, 0.0115, 0.0184
Si, 0.0113, -0.0129, -0.0384
Si, 0.0399, -0.0237, -0.0252
Si, -0.0395, 0.0163, -0.0009
Si, 0.082, 0.1112, 0.0858
Si, -0.0639, -0.0055, -0.1026
Si, -0.0577, -0.1541, 0.1467
Si, 0.0629, 0.1097, -0.0753
Si, -0.0572, -0.0099, -0.0226
Si, 0.0401, 0.0266, 0.0323
Si, -0.0652, 0.0061, -0.0788
Si, 0.02, -0.0711, 0.1043
Si, -0.0145, 0.0127, -0.1093
Si, 0.0045, -0.0141, 0.0849
Si, 0.0103, 0.0397, -0.0388
Si, 0.0001, -0.0259, 0.0222
Si, 0.0283, 0.0185, 0.0275
Si, 0.0012, 0.0203, -0.0545
Si, 0.0214, 0.0182, 0.0731
Si, -0.0239, -0.012, -0.0456
Si, 0.0047, 0.0287, -0.0402
Si, -0.0131, -0.0153, 0.025
Si, 0.0099, -0.0181, -0.0294
Si, -0.0157, -0.0228, 0.0104
Si, 0.0032, -0.0011, 0.0185
Si, -0.0013, -0.0038, -0.0335
Si, -0.0115, -0.0125, 0.0122
Si, 0.0188, -0.0071, -0.0317
Si, 0.0052, -0.0414, 0.0297
Si, 0.0003, 0.0435, 0.0405
Si, -0.0534, -0.0079, 0.0157
Si, 0.018, 0.0319, 0.0685
Si, 0.0029, 0.0221, 0.0678
Si, -0.013, -0.0221, 0.0372
Si, 0.0254, 0.0112, 0.0387
Si, -0.0365, 0.0044, 0.0437
O, 0.0028, 0.0066, -0.0122
O, 0.0278, -0.0146, -0.0137
O, -0.0338, 0.0209, 0.0614
O, 0.0211, 0.0235, -0.0208
O, -0.006, -0.0062, -0.0211
O, -0.0075, -0.016, -0.0382
O, -0.0188, -0.0015, -0.0048
O, 0.0014, 0.0037, 0.0551
O, 0.0007, -0.0096, -0.0329
O, 0.0179, -0.0202, -0.0247
O, -0.0131, 0.0143, -0.0309
O, -0.0246, 0.017, -0.0427
O, -0.0003, -0.0058, -0.0396
O, -0.0058, 0.0107, -0.0225
O, 0.0111, -0.0068, -0.0465
O, -0.0032, -0.0047, -0.012
O, -0.0123, 0.0005, -0.005
O, 0.0032, -0.0105, 0.0216
O, 0.0228, -0.0261, 0.0513
O, -0.0135, 0.0249, -0.0184
O, 0.022, -0.0005, -0.0311
O, 0.0179, -0.0185, -0.0036
O, -0.0438, 0.0067, -0.0211
O, -0.0284, 0.0055, -0.0298
Si, -0.0434, 0.0199, -0.0256
Si, -0.018, -0.033, -0.0239
Si, -0.0326, -0.0355, 0.0423
Si, -0.0401, 0.0734, -0.0509
Si, 0.0166, -0.0014, 0.0071
Si, 0.0649, 0.0317, -0.1309
Si, -0.0118, 0.0034, 0.0214
Si, 0.0682, -0.0346, -0.0749
Si, 0.0089, 0.0015, 0.0461
Si, 0.0078, -0.1405, -0.1309
Si, -0.0026, -0.0077, -0.033
Si, 0.043, -0.0032, -0.0641
Si, 0.0052, 0.0312, 0.0468
Si, -0.023, 0.0129, -0.0713
Si, 0.0292, -0.029, 0.0524
Si, -0.158, 0.0098, -0.062
Si, -0.0151, 0.0111, 0.0208
Si, 0.0216, -0.0536, 0.018
Si, 0.0139, -0.0006, 0.0407
Si, 0.0067, 0.0782, -0.0655
Si, -0.0807, -0.0179, -0.1164
Si, 0.0137, -0.0206, 0.0082
As, 0.037, 0.0948, -0.0336
Si, 0.0019, 0.0018, 0.0563
Si, 0.012, -0.0124, 0.0408
As, -0.0056, -0.3183, -0.1841
Si, 0.0114, -0.0577, -0.0445
Si, 0.0054, 0.0094, 0.0512
Si, 0.0056, -0.0248, -0.0068
Si, 0.036, -0.0527, -0.05
Si, -0.0042, 0.0116, -0.0092
Si, 0.0196, 0.0048, -0.0094
Si, -0.0125, -0.0037, 0.0006
Si, 0.0186, -0.0185, -0.0266
Si, -0.0027, 0.0217, 0.0108
Si, 0.0097, 0.0306, -0.0344
Si, -0.0694, -0.0463, -0.0237
O, -0.0033, 0.0173, -0.0159
O, -0.0313, 0.0349, 0.1333
O, 0.0158, -0.0035, -0.0212
O, -0.0077, 0.0068, -0.024
O, -0.0436, 0.002, 0.0071
O, 0.0077, 0.0163, -0.0185
O, 0.0212, 0.3122, 0.0713
O, -0.002, -0.0125, 0.0134
O, 0.0452, 0.0536, 0.0169
O, -0.0169, -0.0135, 0.0252
O, -0.0063, -0.0049, -0.0135
O, 0.1037, -0.1156, 0.0034
O, -0.0061, -0.005, -0.0338
O, 0.0293, -0.0145, 0.0125
O, 0.0042, -0.0207, 0.0013
O, -0.0376, 0.0179, 0.0958
O, 0.1377, 0.062, 0.2122
O, 0.0009, 0.0383, 0.0475
O, 0.0004, 0.0109, -0.0043
O, 0.0064, 0.0152, 0.0072
O, 0.0047, -0.0048, -0.0228
O, -0.0119, -0.0151, 0.0276
O, 0.0411, -0.003, 0.0586
O, -0.0011, -0.0225, -0.0233
O, 0.0125, 0.0026, 0.0219
O, -0.003, 0.0065, 0.0308
O, -0.032, 0.0296, 0.0568
O, -0.0423, 0.039, 0.041
O, 0.0096, 0.0017, -0.0104
O, -0.0095, -0.0116, 0.0347
O, -0.0093, 0.0225, -0.0228
O, -0.0235, -0.0406, -0.0773
O, -0.0033, 0.0125, -0.0108
O, -0.0017, -0.0086, -0.0153
O, 0.016, 0.0002, -0.0159
O, 0.0006, 0.0012, -0.0205
O, -0.0055, 0.0111, 0.0165
O, 0.0033, -0.0046, -0.0164
O, -0.0024, -0.0372, 0.0066
O, -0.0007, -0.0011, -0.0266
O, 0.0139, -0.034, -0.0357
O, -0.0087, 0.0012, -0.0434
O, 0.0393, 0.0352, 0.0254
O, 0.0099, -0.0242, 0.0336
O, -0.0147, -0.0216, 0.0356
O, -0.0023, 0.0074, 0.0018
O, -0.019, 0.0166, 0.0489
O, -0.0158, 0.0096, -0.0028
O, -0.0408, 0.0301, 0.0068
O, -0.0202, 0.0311, -0.0093
O, -0.0049, 0.007, -0.0264
O, 0.0262, 0.0026, 0.0235
O, 0.0142, -0.0001, 0.0073
O, -0.014, 0.0155, -0.0143
O, -0.0079, -0.0097, 0.0415
O, -0.0027, 0.003, -0.0044
O, 0.0113, 0.0027, -0.0184
O, -0.0828, 0.0267, 0.0078
O, -0.0197, 0.0321, 0.0613
O, 0.0167, -0.0367, 0.0276
O, 0.0047, -0.0166, 0.0168
O, 0.0144, 0.0004, -0.0388
O, -0.0093, 0.0046, -0.0357
O, -0.0092, -0.0096, -0.045
O, 0.0235, 0.0129, 0.027

The program warned: the cutoff lies below the one the program advises for these potential files; the exchange-correlation potential is rough where the density is thin.
